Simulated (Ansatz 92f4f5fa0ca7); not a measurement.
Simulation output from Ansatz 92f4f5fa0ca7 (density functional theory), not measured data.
Periodic cell of 221 atoms, Si132O88H1, from a study of silicon, its oxide and their interface. The atomic structure is a simulated model.
Doubt: the cutoff is far below the 930 eV that the study's wrapper takes by default for these files, so forces and energies are approximate.

Settings
functional: PBE
potential files: Ansatz PAW
basis: plane waves
wave-function cutoff: 580 eV
density cutoff ratio: 5
exchange-correlation grid ratio: 1
k mesh: 1 x 1 x 1, Gamma-centred
self-consistency stop: 5e-08 eV per atom in the density residual
occupations: fixed
spin: none
net charge: +1 e, with a uniform compensating background and no finite-size correction

Cell vectors (angstrom)
a, 10.938, 0, 0
b, 0, 10.938, 0
c, 0, 0, 32.034

Atoms and the computed forces on them: element, x, y, z (angstrom), force x, y, z (eV/angstrom)
Si, -0.0994, 0.2375, 24.6935, -0.0373, 0.0353, 0.0207
Si, 5.8352, -0.2941, 24.3484, -0.0003, 0.0022, 0.0206
Si, 2.5142, 2.9518, 24.8074, 0.0103, -0.0018, 0.0216
Si, 8.543, 2.4411, 24.545, 0.0061, -0.001, 0.0268
Si, 0.363, 5.2414, 24.6228, -0.0207, 0.0211, 0.03
Si, 5.1835, 5.9458, 24.3696, 0.0074, -0.015, 0.0124
Si, 2.7881, 8.0638, 24.5622, -0.0119, 0.0144, -0.0033
Si, 8.1237, 8.4312, 24.6606, -0.0043, 0.0052, 0.0132
Si, 1.3641, 1.4071, 26.0833, 0.0008, 0.0003, 0.0013
Si, 6.8504, 1.3502, 25.7791, 0.0074, -0.004, 0.0053
Si, 4.2027, 4.2135, 25.8025, 0.0042, 0.0008, -0.006
Si, 9.5827, 4.1314, 25.8323, 0.0077, -0.0121, -0.001
Si, 1.4059, 6.8301, 25.9889, -0.0027, -0.0032, -0.0024
Si, 6.8229, 6.8719, 25.8333, -0.0005, 0.0013, 0.0068
Si, 4.1098, 9.6453, 25.7311, 0.0064, -0.0012, 0.0064
Si, 9.6435, 9.6005, 25.9712, -0.0094, 0.0049, 0.0126
Si, 2.7812, -0.0183, 27.254, -0.0038, 0.0041, 0.0017
Si, 8.1937, 0.0175, 27.2592, 0.0083, 0.0033, -0.0167
Si, -0.0563, 2.787, 27.3112, -0.0064, -0.0098, 0.0005
Si, 5.4884, 2.7425, 27.1779, -0.0013, -0.0036, -0.0008
Si, 2.7962, 5.453, 27.2801, -0.0085, -0.0064, 0.0067
Si, 8.1793, 5.4745, 27.2044, -0.0025, 0.0058, 0.001
Si, 0.011, 8.1857, 27.2924, -0.0025, 0, 0.0034
Si, 5.4365, 8.2414, 27.2057, 0.0004, 0.0076, -0.0001
Si, 4.1018, 1.3673, 28.6158, 0.2505, 0.185, -0.199
Si, 9.5708, 1.3673, 28.6158, -0.3264, 0.1246, 0.343
Si, 1.3673, 4.1018, 28.6158, 0.1377, 0.1023, 0.2325
Si, 6.8362, 4.1018, 28.6158, 0.0669, -0.1646, -0.2843
Si, 4.1018, 6.8362, 28.6158, 0.1754, 0.2758, 0.1416
Si, 9.5708, 6.8362, 28.6158, -0.2612, -0.168, -0.0214
Si, 1.3673, 9.5708, 28.6158, 0.295, -0.0969, 0.0849
Si, 6.8362, 9.5708, 28.6158, -0.1669, 0.0035, -0.0913
Si, 0, 0, 29.983, 0.0345, 0.0487, -0.0448
Si, 5.469, 0, 29.983, 0.0755, 0.0571, 0.001
Si, 2.7345, 2.7345, 29.983, -0.042, -0.0057, -0.043
Si, 8.2035, 2.7345, 29.983, 0.0127, -0.0499, 0.0356
Si, 0, 5.469, 29.983, 0.0611, 0.0293, 0.0079
Si, 5.469, 5.469, 29.983, 0.0561, 0.0848, -0.0309
Si, 2.7345, 8.2035, 29.983, -0.011, 0.0121, 0.0332
Si, 8.2035, 8.2035, 29.983, -0.0297, -0.0511, -0.0303
Si, 1.3673, 1.3673, 31.3503, 0.0461, 0.0425, -0.0128
Si, 6.8362, 1.3673, 31.3503, -0.0079, 0.0279, -0.0128
Si, 4.1018, 4.1018, 31.3503, -0.082, -0.0592, -0.021
Si, 9.5708, 4.1018, 31.3503, 0.0071, -0.0313, -0.0292
Si, 1.3673, 6.8362, 31.3503, -0.031, 0.0112, -0.0248
Si, 6.8362, 6.8362, 31.3503, 0.0034, -0.0158, 0.0046
Si, 4.1018, 9.5708, 31.3503, 0.0002, 0.0009, -0.0339
Si, 9.5708, 9.5708, 31.3503, -0.0032, 0.0025, -0.0206
Si, 2.7345, 0, 0.6835, -0.019, -0.0302, 0.0282
Si, 8.2035, 0, 0.6835, -0.012, 0.0362, 0.0228
Si, 0, 2.7345, 0.6835, -0.0275, -0.0195, 0.0025
Si, 5.469, 2.7345, 0.6835, 0.0871, -0.0154, 0.0032
Si, 2.7345, 5.469, 0.6835, -0.0327, 0.0672, 0.0175
Si, 8.2035, 5.469, 0.6835, 0.0446, 0.0041, 0.036
Si, 0, 8.2035, 0.6835, 0.0805, -0.0351, 0.0048
Si, 5.469, 8.2035, 0.6835, -0.0444, 0.0296, 0.0012
Si, 4.1018, 1.3673, 2.0507, -0.105, 0.0779, 0.0763
Si, 9.5708, 1.3673, 2.0507, 0.1024, 0.1024, -0.0161
Si, 1.3673, 4.1018, 2.0507, 0.0484, -0.0993, 0.0027
Si, 6.8362, 4.1018, 2.0507, -0.1713, -0.1701, 0.0238
Si, 4.1018, 6.8362, 2.0507, 0.0312, -0.0203, -0.0326
Si, 9.5708, 6.8362, 2.0507, -0.0049, 0.0305, 0.0297
Si, 1.3673, 9.5708, 2.0507, -0.1081, -0.0133, 0.03
Si, 6.8362, 9.5708, 2.0507, 0.0039, -0.0348, -0.0377
Si, 0, 0, 3.418, -0.1609, -0.2411, -0.1475
Si, 5.469, 0, 3.418, 0.2423, -0.4815, 0.4086
Si, 2.7345, 2.7345, 3.418, -0.0121, 0.2213, -0.3056
Si, 8.2035, 2.7345, 3.418, -0.0432, -0.2551, -0.3139
Si, 0, 5.469, 3.418, -0.0286, 0.1493, 0.3315
Si, 5.469, 5.469, 3.418, -0.1842, 0.2108, -0.3674
Si, 2.7345, 8.2035, 3.418, 0.0677, -0.0925, 0.1166
Si, 8.2035, 8.2035, 3.418, -0.0703, 0.2026, 0.1521
Si, 1.3918, 1.3396, 4.7169, 0.0093, 0.0155, -0.0038
Si, 6.936, 1.2805, 4.7915, 0.0051, -0.0192, 0.0041
Si, 4.0563, 4.1702, 4.75, -0.0122, -0.0043, 0.0343
Si, 9.4858, 4.1263, 4.7669, -0.0049, -0.0008, -0.0045
Si, 1.3425, 6.8896, 4.8248, -0.0038, 0.0014, -0.0037
Si, 6.8059, 6.8332, 4.7702, -0.0073, 0.0048, -0.0079
Si, 4.1495, 9.4651, 4.845, -0.0039, -0.0033, -0.0115
Si, 9.5366, 9.596, 4.8273, -0.0055, 0.0081, 0.008
Si, 2.8069, -0.0077, 6.0861, -0.0168, -0.0267, -0.0115
Si, 8.1515, -0.1028, 6.3728, 0.013, 0.0081, -0.0074
Si, -0.179, 2.5958, 5.9666, 0.0055, -0.0033, 0.0148
Si, 5.5733, 2.7816, 5.9177, 0.0384, 0.0615, -0.0213
Si, 2.5953, 5.4348, 6.2228, 0.0489, 0.03, -0.0277
Si, 8.145, 5.5214, 6.1659, 0.0503, 0.04, -0.0213
Si, -0.0142, 8.2646, 6.2045, -0.0018, 0.0019, -0.008
Si, 5.4367, 7.9776, 6.3243, 0.0069, 0.0049, -0.0044
Si, 3.9821, 1.7317, 7.1848, -0.2523, 0.1958, 0.1811
Si, 9.8249, 1.1458, 7.5708, -0.0294, -0.004, -0.0488
Si, 1.3688, 3.6851, 7.2414, 0.1037, -0.1365, 0.0861
Si, 6.6348, 4.2065, 7.4451, -0.1411, -0.0053, 0.0378
Si, 4.1542, 6.364, 7.735, -0.0081, 0.0216, -0.0446
Si, 9.3674, 7.027, 7.4833, 0.0029, -0.0047, -0.0195
Si, 1.2165, 9.896, 7.4221, 0.0161, 0.0002, -0.0125
Si, 7.0102, 9.1218, 7.6775, -0.009, 0.0228, -0.0057
O, 1.4195, 4.0433, 24.1854, 0.0068, -0.0086, -0.03
O, 5.481, 11.0161, 22.7812, 0.0003, 0.0077, -0.0303
O, 2.6878, 2.7282, 7.1376, 0.1113, -0.0973, 0.0578
O, 8.1816, 8.0195, 8.0744, 0.0013, -0.0084, 0.0161
O, 5.176, 4.8268, 8.4051, 0.0583, -0.1086, 0.0039
O, 0.1401, 0.1164, 8.0034, 0.0134, -0.0166, 0.0328
O, 3.9336, 6.9775, 24.1216, 0.0027, -0.0147, -0.0118
O, 9.6786, 1.3003, 24.2514, 0.0203, -0.0119, -0.0268
O, 2.1779, 9.3463, 8.6362, -0.0103, 0.007, -0.0052
O, 0.893, 3.4924, 8.8206, 0.1559, 0.0485, 0.0052
O, 9.4049, 1.9278, 8.9747, 0.0102, 0.0028, 0.0194
O, 6.3203, 9.5881, 9.0912, -0.006, -0.0034, 0.0122
O, 4.5128, 2.0515, 8.7542, -0.0693, 0.1103, -0.0232
O, 3.5367, 7.0866, 9.0777, -0.0347, 0.0314, 0.0352
O, 7.339, 3.5088, 8.7473, 0.035, -0.0145, 0.0348
O, 10.0955, 6.1467, 8.67, -0.0038, 0.0087, 0.0149
O, 3.1261, 2.0093, 23.58, 0.0023, -0.0022, -0.0188
O, 4.5402, 1.9092, 21.2117, 0.0035, -0.003, -0.0081
O, 8.0909, 2.8356, 23.0164, -0.0047, 0.0026, -0.0215
O, 10.8866, 6.0301, 23.2335, 0.0097, 0.0002, -0.0154
O, 6.9941, 9.4979, 24.1266, 0.003, -0.0126, -0.0258
O, 1.9898, 8.493, 23.1784, 0.0008, 0.0013, -0.0065
O, 5.737, 5.8089, 22.8082, -0.0059, -0.0015, -0.0213
O, 0.573, 10.6952, 23.2866, 0.0054, -0.0059, -0.0111
Si, 2.8535, 8.4284, 9.7993, 0.0206, -0.0094, -0.0087
Si, -1.1315, 3.4347, 19.3147, -0.0063, 0.0171, 0.008
Si, 3.0739, 10.4927, 19.9028, 0.0048, -0.0068, 0.0158
Si, 1.865, 2.4402, 19.6582, 0.0011, 0.0012, 0.0063
Si, 6.6338, 2.2983, 14.4864, -0.0021, 0.0019, -0.0243
Si, 9.7654, -1.5484, 13.6149, 0.0018, -0.0045, -0.0042
Si, 2.1632, 19.049, 15.5998, 0.0037, -0.0001, -0.0138
Si, 9.3847, 3.6818, 14.1382, 0.0028, -0.004, -0.0145
Si, 5.6513, 9.6897, 10.5857, -0.0081, 0.0023, -0.0145
Si, -4.0642, 10.9621, 16.7218, -0.0059, -0.0001, -0.0207
Si, 1.6018, 3.9394, 10.2254, 0.1011, -0.0229, -0.088
Si, 2.7127, 12.228, 15.1366, 0.0053, 0.0029, -0.0097
Si, 11.3093, 10.53, 15.7447, 0.0086, 0.0029, -0.0134
Si, 0.0257, -2.5661, 11.0337, 0.0178, -0.0107, -0.0091
Si, 4.5721, 3.4927, 9.5343, -0.0926, 0.0182, -0.0599
Si, -3.1643, 12.057, 19.2728, -0.0104, 0.0007, -0.0026
Si, 1.8742, -5.6394, 14.9903, 0.0025, -0.0033, -0.0108
Si, 4.3333, 3.7102, 16.1235, 0.0014, -0.0019, -0.016
Si, 3.8313, 4.9065, 18.8471, 0.0156, 0.0027, -0.0079
Si, 5.317, 4.7931, 21.5875, 0.0075, 0.0162, 0.0155
Si, 13.1478, 7.6517, 18.5977, -0.0057, 0.0009, -0.0123
Si, 8.4862, 2.9959, 9.8113, 0.0152, 0.0118, -0.0035
Si, -2.7619, 4.015, 21.9008, 0.0043, -0.0032, 0.0239
Si, 10.5818, -2.9681, 20.1595, -0.0106, -0.0035, 0.0156
Si, 8.8799, 6.6341, 14.4888, -0.0048, 0.0004, -0.0084
Si, 3.3805, 2.6173, 22.0954, 0.0028, -0.0047, 0.0227
Si, 1.2627, 9.6452, 22.2715, 0, -0.0035, 0.0056
Si, 4.6588, 9.7323, 15.1948, 0.0017, 0.001, -0.013
Si, -1.5816, -1.0631, 18.0635, 0.0049, -0.0077, -0.0138
Si, 5.4704, 11.5158, 21.2288, -0.0025, 0.0007, 0.0298
Si, 9.4969, 6.5681, 22.5656, -0.0041, -0.0006, 0.0132
Si, 10.2235, 5.67, 10.2324, -0.0041, -0.0357, -0.0206
Si, -4.0205, 8.6439, 13.1906, -0.0092, -0.0022, -0.0136
Si, 1.1812, 3.0252, 13.0515, -0.0006, -0.004, -0.0208
Si, -0.8361, 4.9208, 16.5981, 0.0003, 0.0063, -0.0183
Si, 6.2144, 1.8205, 11.5015, -0.0006, 0.0112, -0.0194
O, -5.4194, 10.1002, 16.5206, 0.0066, 0.0039, 0.004
O, 4.7216, 4.3061, 17.5956, -0.0022, 0.0017, 0.0086
O, 3.184, 4.2355, 9.9029, -0.0524, -0.12, 0.0355
O, 5.3627, 3.1248, 10.8966, -0.0398, -0.0146, -0.0821
O, 1.3396, 0.8818, 15.9195, -0.0052, -0.0033, 0.0007
O, 2.6939, 14.6772, 19.0771, -0.0056, -0.0061, -0.0028
O, -0.4241, 2.8244, 13.3126, -0.0051, 0.0032, 0.0107
O, -0.591, 9.1035, 9.7083, 0.0135, 0.0321, -0.0068
O, 2.3914, 10.3997, 21.3843, 0.004, 0.0019, -0.0138
O, 0.8305, 5.3031, 10.6168, 0.0211, -0.0259, -0.0174
O, 9.8813, -3.0264, 14.3226, 0.0025, 0.0046, -0.0006
O, 3.478, 2.3133, 16.1477, 0.006, 0.008, 0.0021
O, 1.3039, -1.5666, 15.0841, -0.0003, 0, 0.0034
O, -2.5362, 5.3905, 22.7378, 0.0018, -0.0058, -0.0137
O, -1.2584, 8.5102, 18.9003, 0.0006, 0.0034, -0.0007
O, 1.6268, 7.7983, 17.0923, 0.0027, 0.0001, 0.0128
O, 8.1178, -1.0417, 16.9642, 0.0057, -0.0004, 0.0059
O, 11.0567, 9.1051, 21.2385, 0.0009, 0.0006, -0.0086
O, 1.9732, 2.5687, 21.2877, -0.0087, -0.0028, -0.0151
O, 1.6476, 8.0591, 10.842, -0.0234, 0.0014, 0.01
O, 4.7797, 5.2562, 20.1267, -0.0042, 0.0018, -0.0112
O, -1.2477, 6.8949, 20.9863, 0.0078, 0.0056, -0.0221
O, -1.8312, 6.1566, 16.0722, 0.0041, -0.0048, 0.0081
O, -2.7267, 9.6434, 13.1826, 0.0055, 0.0015, -0.0018
O, -0.2378, -0.6865, 17.2213, -0.0041, -0.0034, 0.01
O, 6.3946, 8.642, 11.6192, 0.0076, -0.0069, 0.0143
O, 4.0651, 9.2565, 10.5074, 0.0107, 0.0084, 0.0058
O, 1.9238, 6.8679, 14.5897, 0.0007, 0.0014, 0.0037
O, 13.1419, 12.8989, 13.7323, 0.0027, -0.0019, 0.0112
O, 5.6722, 9.2933, 14.0035, -0.0025, 0.0024, 0.0071
O, 0.9848, 7.2394, 19.5871, 0.0083, -0.0033, -0.0019
O, 5.7641, 11.2738, 10.9876, -0.0006, -0.0112, -0.0004
O, -1.2744, 3.5858, 15.7499, 0.0012, 0.003, 0.0068
O, 10.0242, 7.0065, 11.1665, -0.0018, 0.0096, 0.0114
O, 3.3706, 4.8372, 15.4384, 0.0032, -0.0044, 0.0058
O, 1.4585, 2.8733, 11.438, -0.0001, 0.0189, -0.0238
O, 7.4193, 7.2061, 13.8874, 0.002, -0.0002, -0.0008
O, 8.9423, 7.8803, 23.3446, 0.0031, 0.0062, -0.0093
O, 0.2804, 2.598, 19.2702, 0.0054, -0.0053, -0.0035
O, -3.9676, 11.8861, 20.687, 0.0049, -0.0004, -0.0074
O, 3.7251, 11.0041, 14.7521, 0.0004, -0.0024, 0.0025
O, 5.6986, 3.3901, 15.2739, -0.0071, 0.0017, 0.0051
O, -1.5076, 3.9183, 20.8413, 0.0118, -0.0011, -0.0201
O, -4.234, 4.0107, 21.1977, -0.0051, -0.0049, -0.0094
O, 4.7007, -0.4279, 20.1827, -0.0044, -0.0008, -0.0127
O, 3.2261, 6.3865, 18.5192, -0.0005, -0.002, 0.0034
O, 4.0093, 4.1018, 22.2993, -0.0001, -0.0026, -0.0046
O, 6.6946, 0.9107, 18.0694, 0.0046, 0.0015, 0.0068
O, 2.805, 9.127, 19.0329, -0.0004, -0.0007, -0.0018
O, -0.1724, 9.3443, 12.3234, -0.0089, 0.0078, 0.0092
O, 5.9198, 1.7887, 13.0998, 0.0037, 0.0036, 0.0265
O, -1.0169, 4.6513, 18.2007, 0.0017, -0.0082, 0.0074
O, -1.965, 10.9509, 19.2238, 0.0008, 0.0019, 0.0068
O, 11.6914, 5.1202, 16.1856, -0.0005, -0.0003, 0.0019
O, 7.0469, 1.0303, 15.4344, 0.0015, -0.0077, 0.0108
O, -7.1916, 8.4585, 15.5919, -0.0035, -0.0003, 0.0007
O, -2.9949, 3.0274, 13.8861, -0.0035, -0.0023, 0.0062
O, 13.4114, 11.889, 19.2111, -0.0043, 0.0077, -0.0065
O, 8.5024, 2.5313, 18.9453, 0.0007, -0.002, -0.0019
O, 1.5106, 4.5179, 13.6079, 0.0008, 0.0061, 0.0087
O, 9.2683, 4.3256, 10.409, -0.0033, 0.0186, 0.0094
O, 7.7525, 2.1684, 11.0139, -0.0133, -0.0125, 0.0217
O, 10.1338, -0.2989, 14.6081, 0.0022, 0.0031, 0.0056
O, 9.3123, 5.2693, 13.6576, 0.0009, -0.0021, 0.0048
H, -0.3664, 10.0379, 9.5435, -0.009, -0.0282, 0.0091

Results
free energy: -133980.351 eV
free energy less fixed offsets of H -15.97, O -568.88, Si -635.61 eV per atom: -2.421 eV

The program warned: the cutoff lies below the one the program advises for these potential files; the exchange-correlation potential is rough where the density is thin.
